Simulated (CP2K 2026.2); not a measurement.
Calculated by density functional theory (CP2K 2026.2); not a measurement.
Periodic cell of 432 atoms, Si324O108, from a study of silicon, its oxide and their interface. The atomic structure is a simulated model.
Doubt: the forces sum to 2.14 eV/angstrom along one axis rather than to zero, so they err by at least 0.0050 eV/angstrom per atom on average; the grid cutoff is modest.

Settings
functional: PBE
method: Gaussian and plane waves
basis set: DZVP-MOLOPT-SR-GTH
pseudopotentials: GTH-PBE
grid cutoff: 350 Ry, relative cutoff 50 Ry
k points: Gamma only
occupations: fixed
spin: none
net charge: 0

Cell vectors (angstrom)
a	16.32	0	0
b	0	16.32	0
c	-2.8875	0.4019	29.4168

Atoms: element, x, y, z (angstrom)
Si	1.6847	14.8904	0.1883
Si	4.391	0.9397	0.23
Si	-1.7652	4.8176	29.3542
Si	4.3601	6.7093	0.032
Si	-1.7233	10.2255	29.3828
Si	3.8422	12.6493	0.0728
Si	6.7987	15.1247	0.3347
Si	9.5981	1.1669	0.184
Si	6.5481	4.466	0.0069
Si	9.3323	6.958	0.2253
Si	7.1344	9.1473	0.1817
Si	6.6202	12.0754	29.2469
Si	11.7652	15.2719	0.0445
Si	11.7773	1.8583	29.4136
Si	12.5007	3.7002	0.117
Si	12.3025	7.0317	29.4055
Si	11.9524	9.712	0.1214
Si	12.3662	12.4703	29.2831
Si	2.819	16.2845	1.6162
Si	5.436	2.7793	1.2745
Si	2.7161	5.5205	1.2728
Si	5.4779	8.1408	1.4624
Si	2.7235	10.9711	1.3103
Si	5.4881	13.5681	1.4652
Si	8.2283	16.3313	1.6503
Si	10.8798	2.6678	1.4474
Si	8.1094	5.4388	1.4721
Si	10.8807	8.1576	1.494
Si	8.1785	10.7449	1.5042
Si	10.6444	13.522	1.1388
Si	13.4615	16.2949	1.3627
Si	0.0225	2.6863	1.1892
Si	13.628	5.4133	1.2948
Si	0.0177	8.2209	1.2814
Si	13.6026	10.9623	1.2243
Si	0.0066	13.6407	1.2789
Si	1.3448	1.4055	2.696
Si	4.0376	4.0997	2.6603
Si	1.3836	6.8751	2.6684
Si	4.0778	9.5768	2.684
Si	1.3454	12.2831	2.7107
Si	4.183	14.9194	2.9033
Si	6.7897	1.4686	2.7729
Si	9.5184	4.0669	2.7535
Si	6.7943	6.7947	2.8592
Si	9.5544	9.4818	2.8902
Si	6.8073	12.1624	2.7767
Si	9.5341	14.8259	2.8033
Si	12.2089	1.3164	2.8203
Si	15.0094	4.048	2.6535
Si	12.2819	6.7509	2.7123
Si	14.9241	9.5523	2.6295
Si	12.1838	12.3055	2.5682
Si	14.9153	14.9537	2.6464
Si	-0.0293	16.3261	4.018
Si	2.7007	2.7528	4.0637
Si	0.0292	5.4556	4.0132
Si	2.7269	8.2048	4.0552
Si	-0.023	10.8846	4.0315
Si	2.7156	13.5805	4.1375
Si	5.4917	16.3758	4.1625
Si	8.1691	2.7472	4.1504
Si	5.3914	5.414	4.1103
Si	8.1638	8.1391	4.2015
Si	5.4246	10.8534	4.1226
Si	8.1406	13.5405	4.1519
Si	10.8807	16.237	4.1438
Si	13.6293	2.7178	4.0723
Si	10.8965	5.4302	4.0854
Si	13.6216	8.1626	4.0374
Si	10.9403	10.9247	4.0817
Si	13.5581	13.6033	4.016
Si	1.3689	14.9481	16.3871
Si	3.9987	1.3089	16.3208
Si	1.4023	4.1198	16.311
Si	4.0774	6.8358	16.348
Si	1.3376	9.5336	16.428
Si	4.0676	12.2336	16.3767
Si	6.8294	14.9736	16.2171
Si	9.5141	1.3847	16.1255
Si	6.8034	4.0863	16.3466
Si	9.5543	6.7775	16.2774
Si	6.7759	9.5437	16.397
Si	9.5506	12.2173	16.2634
Si	12.1841	14.8825	16.2015
Si	-1.3361	1.3625	16.1688
Si	12.2685	4.1082	16.283
Si	-1.3608	6.8327	16.3419
Si	12.2428	9.4727	16.4323
Si	-1.3745	12.2458	16.3652
Si	2.7099	16.2753	17.8181
Si	5.3405	2.705	17.6112
Si	2.7372	5.4939	17.7352
Si	5.3591	8.2082	17.7695
Si	2.6771	10.9229	17.8128
Si	5.5232	13.6279	17.6042
Si	8.1944	16.3849	17.4941
Si	10.8593	2.6844	17.5006
Si	8.2743	5.4257	17.6748
Si	10.8827	8.0042	17.7681
Si	8.2552	10.8851	17.6725
Si	10.8542	13.5699	17.6634
Si	13.5776	16.2877	17.3943
Si	0.0332	2.6802	17.5432
Si	13.6036	5.4803	17.6913
Si	-0.05	8.1625	17.7881
Si	13.5883	10.9114	17.7626
Si	-0.0406	13.6263	17.7419
Si	1.21	1.3469	19.0793
Si	4.0312	4.0292	19.0675
Si	1.3761	6.8492	19.1541
Si	4.0227	9.5962	19.2586
Si	1.2613	12.2862	19.1831
Si	4.243	14.9052	19.0835
Si	6.7841	1.3493	18.8318
Si	9.6457	3.9702	19.0084
Si	6.8418	6.7956	18.9445
Si	9.5304	9.4244	19.0576
Si	6.9694	12.3752	18.9531
Si	9.5474	15.1071	18.8911
Si	12.2641	1.3075	18.722
Si	-1.2692	4.0746	18.8662
Si	12.2242	6.6437	19.2461
Si	-1.4329	9.5247	19.1696
Si	12.1781	12.2384	19.1315
Si	-1.5107	15.0513	18.8996
Si	-0.6061	0.3622	20.2994
Si	2.3649	2.9076	20.3795
Si	0.2158	5.166	20.3138
Si	2.3758	8.4552	20.634
Si	0.0992	10.6903	20.5499
Si	2.8223	13.5627	20.4025
Si	5.7688	16.2296	20.3584
Si	7.9393	2.8571	20.1476
Si	5.7734	5.1581	20.1674
Si	7.8448	8.3801	20.3501
Si	5.8118	10.8398	20.22
Si	8.0322	14.064	20.2894
Si	11.1816	16.1958	20.1932
Si	13.6497	2.6319	19.9897
Si	11.3482	4.7269	20.4881
Si	13.2637	8.3783	20.4803
Si	11.0149	10.599	20.4108
Si	13.3239	13.9335	20.3122
Si	-1.6248	2.1387	25.0002
Si	0.3086	13.6694	24.4814
Si	13.1188	4.5043	24.3399
Si	10.3075	4.2233	23.3758
Si	10.3524	8.1818	27.3611
Si	9.5233	1.4106	22.4029
Si	0.5786	0.3374	24.5308
Si	7.6686	5.6044	24.5504
Si	8.1684	12.2662	25.218
Si	7.8448	8.4694	23.4029
Si	5.0402	9.652	24.3497
Si	3.1061	7.2728	23.5708
Si	-1.6763	12.28	22.6602
Si	-1.054	4.6678	26.3247
Si	9.7804	12.5828	22.4834
Si	2.1296	1.0955	26.94
Si	4.3425	1.9402	22.4414
Si	5.029	5.0322	22.9366
Si	5.7683	13.8392	24.6154
Si	9.3447	14.8022	26.531
Si	12.1508	13.9426	26.4787
Si	7.7836	16.2924	24.447
Si	1.8216	11.8824	26.6826
Si	4.4808	12.0978	22.567
Si	12.0936	12.1174	24.0605
Si	8.2	5.8839	27.4745
Si	4.6103	11.071	27.0507
Si	1.2138	15.2506	22.2513
Si	0.2978	9.1358	27.244
Si	-1.6391	6.5134	22.5656
Si	4.7176	2.9257	27.433
Si	4.3579	15.4836	26.794
Si	5.4486	1.5532	25.1519
Si	0.2386	7.1149	24.9975
Si	9.9058	9.9921	25.0009
Si	13.5126	16.6097	27.3335
Si	1.3342	14.9795	5.4183
Si	4.0558	1.3874	5.4503
Si	1.3602	4.1139	5.4255
Si	4.0554	6.8175	5.4383
Si	1.3439	9.5358	5.414
Si	4.069	12.216	5.4803
Si	6.8253	14.9654	5.4914
Si	9.5173	1.3271	5.4624
Si	6.784	4.0929	5.481
Si	9.5488	6.7719	5.4879
Si	6.7828	9.5101	5.5005
Si	9.5439	12.2158	5.4796
Si	12.2699	14.9317	5.4778
Si	14.9694	1.352	5.431
Si	12.2602	4.0687	5.4342
Si	14.9827	6.8015	5.3959
Si	12.2743	9.5244	5.4208
Si	14.9313	12.2417	5.3863
Si	2.6974	16.33	6.7916
Si	5.4245	2.7266	6.8228
Si	2.7076	5.4605	6.8052
Si	5.4177	8.1461	6.8299
Si	2.7018	10.8609	6.8157
Si	5.4334	13.599	6.8155
Si	8.1767	16.3117	6.8528
Si	10.8947	2.7035	6.7947
Si	8.1597	5.4356	6.8345
Si	10.9069	8.1695	6.7984
Si	8.1658	10.8703	6.8316
Si	10.8933	13.5855	6.8302
Si	13.6202	16.3177	6.8104
Si	0.0071	2.7294	6.7784
Si	13.6184	5.448	6.7751
Si	0.0062	8.1579	6.778
Si	13.6185	10.8782	6.79
Si	-0.023	13.6001	6.7635
Si	1.3543	1.3734	8.1545
Si	4.07	4.0985	8.1675
Si	1.3546	6.8134	8.1655
Si	4.0622	9.51	8.1836
Si	1.3417	12.2449	8.1421
Si	4.0596	14.9628	8.1527
Si	6.7893	1.3598	8.1734
Si	9.5305	4.064	8.1615
Si	6.7962	6.8005	8.1817
Si	9.5289	9.5045	8.1699
Si	6.7975	12.2388	8.1752
Si	9.538	14.9459	8.1922
Si	12.2498	1.3531	8.1649
Si	14.9688	4.0863	8.1458
Si	12.2615	6.8006	8.1474
Si	14.9737	9.5171	8.1469
Si	12.2539	12.2184	8.1682
Si	14.97	14.9507	8.1598
Si	0.008	16.3178	9.513
Si	2.7119	2.7308	9.5174
Si	0.0036	5.4447	9.519
Si	2.7087	8.1584	9.5467
Si	0.0063	10.8752	9.5138
Si	2.7075	13.594	9.5109
Si	5.4233	16.3152	9.5157
Si	8.1578	2.721	9.5212
Si	5.4302	5.4484	9.5348
Si	8.1586	8.1611	9.5315
Si	5.4334	10.8743	9.5308
Si	8.1598	13.589	9.5361
Si	10.8964	16.3119	9.5352
Si	13.609	2.7272	9.5107
Si	10.8907	5.4424	9.5056
Si	13.6113	8.161	9.5093
Si	10.8871	10.8637	9.5244
Si	13.6123	13.588	9.5176
Si	1.36	14.9539	10.8779
Si	4.0702	1.3646	10.8692
Si	1.3673	4.0933	10.8874
Si	4.0735	6.8027	10.9053
Si	1.3567	9.5294	10.9002
Si	4.0631	12.2326	10.8828
Si	6.778	14.949	10.8737
Si	9.5134	1.3541	10.8705
Si	6.8014	4.091	10.8782
Si	9.5299	6.8022	10.8714
Si	6.7927	9.5148	10.8959
Si	9.519	12.2152	10.8816
Si	12.2586	14.9419	10.8835
Si	14.9697	1.3623	10.8654
Si	12.2497	4.0904	10.871
Si	14.9729	6.8161	10.8742
Si	12.2467	9.5046	10.8792
Si	14.97	12.2268	10.8757
Si	2.7235	16.3154	12.2288
Si	5.4231	2.7377	12.2185
Si	2.719	5.4481	12.2726
Si	5.427	8.1673	12.2676
Si	2.7152	10.8827	12.2696
Si	5.4245	13.5869	12.2418
Si	8.1331	16.3195	12.2154
Si	10.8765	2.7228	12.212
Si	8.1562	5.4656	12.2303
Si	10.8769	8.1597	12.2451
Si	8.1588	10.8652	12.2555
Si	10.8976	13.5606	12.2244
Si	13.6264	16.3107	12.2265
Si	0.0035	2.7257	12.228
Si	13.6107	5.4641	12.2245
Si	-0.0025	8.1706	12.2592
Si	13.6196	10.8551	12.2275
Si	0.0122	13.5779	12.2382
Si	1.3706	1.3638	13.5757
Si	4.0997	4.0907	13.6207
Si	1.3562	6.8221	13.6269
Si	4.0638	9.5207	13.6407
Si	1.355	12.236	13.6399
Si	4.0589	14.9415	13.6003
Si	6.7604	1.367	13.5654
Si	9.52	4.0987	13.5605
Si	6.8032	6.8161	13.6183
Si	9.5147	9.5056	13.626
Si	6.7789	12.2185	13.6002
Si	9.5054	14.9322	13.5249
Si	12.2505	1.3607	13.5515
Si	14.9792	4.1133	13.5742
Si	12.2634	6.8241	13.5942
Si	14.9674	9.5314	13.6309
Si	12.2531	12.1813	13.5857
Si	14.9784	14.9353	13.5884
Si	0.051	16.2848	14.9277
Si	2.7186	2.7238	14.9471
Si	-0.0011	5.4609	14.9799
Si	2.6881	8.1845	15.0172
Si	-0.0016	10.8817	15.0196
Si	2.7163	13.5934	15.0038
Si	5.4052	16.3238	14.9331
Si	8.1123	2.7608	14.8849
Si	5.4515	5.4688	14.993
Si	8.1403	8.1723	15.0089
Si	5.4247	10.8799	15.0002
Si	8.1763	13.5746	14.9073
Si	10.8696	16.2887	14.8514
Si	13.6058	2.7504	14.8916
Si	10.906	5.442	14.9106
Si	13.6014	8.1837	14.9913
Si	10.9191	10.8229	14.982
Si	13.6085	13.5501	14.9204
O	6.5694	12.4791	25.0281
O	8.358	2.0826	21.5133
O	10.141	11.2298	21.6485
O	13.5918	2.9547	24.1327
O	3.8074	10.2304	28.1899
O	2.8236	7.7654	22.0432
O	5.6563	16.2414	0.018
O	10.6299	4.9283	21.9408
O	1.6582	12.5906	28.1143
O	9.0088	13.6076	21.5171
O	11.8826	13.1299	27.8641
O	6.791	9.596	20.5501
O	10.8086	14.6256	25.9051
O	7.9273	11.1379	28.9525
O	1.2317	9.5857	21.0157
O	10.7155	3.0267	28.9584
O	7.0697	6.6282	28.3382
O	10.1985	2.6053	23.2603
O	7.7932	0.4995	28.9792
O	13.3914	5.8996	28.963
O	5.3541	2.9688	25.9396
O	12.5563	3.617	20.7772
O	-1.654	16.3153	28.4206
O	3.7409	5.7706	23.5852
O	5.7646	2.2056	28.4384
O	-0.6075	5.7813	21.5673
O	4.7881	14.2801	25.8215
O	12.1298	9.4936	20.9324
O	8.75	10.8605	25.7823
O	4.3312	1.4131	23.9799
O	-0.6519	3.2553	25.6588
O	-0.1471	14.1776	29.0276
O	6.9097	4.0489	20.5823
O	0.1192	15.1779	25.0872
O	-1.088	4.4394	27.9212
O	1.1068	13.8615	23.0755
O	9.6859	9.3042	28.2901
O	13.9127	7.7273	21.8278
O	11.7444	7.6993	28.0232
O	5.2921	5.8506	21.562
O	2.9154	2.0841	21.6909
O	6.4891	9.3389	23.664
O	8.5622	16.0208	25.8339
O	8.7892	4.6052	28.238
O	2.5491	5.9759	28.944
O	11.1384	10.9174	24.5434
O	-0.7507	1.1469	24.077
O	8.7852	12.3813	23.7302
O	8.8772	16.5455	23.2927
O	-0.8046	7.1272	23.7796
O	6.9017	15.1293	20.872
O	13.3244	11.5052	23.203
O	8.0659	7.9037	21.8949
O	12.2764	1.0255	28.0927
O	7.818	7.1961	24.3792
O	5.7084	11.6611	21.6252
O	1.0417	8.0316	28.1736
O	1.3155	4.0754	20.8865
O	6.9204	1.3392	24.5323
O	5.2495	0.4088	26.2808
O	1.6119	16.4026	23.3071
O	4.8618	3.4724	22.5443
O	4.3936	4.381	28.0422
O	3.2665	12.4761	21.5583
O	4.2323	10.8323	23.5493
O	2.7962	15.9256	26.7522
O	10.6346	0.7246	21.4647
O	5.2407	10.0996	25.9069
O	9.166	9.3347	23.731
O	8.9278	4.8283	23.9177
O	-1.0221	9.6476	28.0304
O	-0.1662	15.7756	21.5911
O	5.2411	0.8695	21.5932
O	1.3439	1.2936	25.5619
O	1.0065	1.3853	28.0839
O	12.2121	15.0554	20.773
O	13.4711	11.3168	28.8958
O	10.5663	8.8518	25.9225
O	14.1537	13.4179	21.6168
O	12.6653	12.925	25.3394
O	4.8386	13.4564	23.3573
O	3.4045	11.8911	26.3355
O	9.5222	15.0721	28.0997
O	2.29	14.9596	21.1088
O	-2.3225	1.2713	26.1663
O	5.734	11.992	27.8384
O	6.3041	5.1091	23.8884
O	13.1708	15.1559	26.7266
O	4.6513	15.0896	28.342
O	11.1985	13.0969	23.0966
O	-1.683	1.5353	20.778
O	13.7906	5.0478	25.7236
O	7.5676	5.3179	26.1239
O	1.2226	10.3867	26.8197
O	-0.1234	8.4087	25.8798
O	9.4019	6.9064	27.1906
O	8.5694	13.4123	26.2798
O	11.5117	4.5665	24.4036
O	1.0607	12.7187	25.5304
O	3.3021	2.1596	27.2543
O	5.3592	8.4526	29.1077
O	13.6185	5.4246	23.1049
O	-1.0494	12.9499	23.994
O	4.1334	8.3123	24.2662
O	0.032	5.788	25.9129
O	-0.6409	11.2865	21.8945
O	1.7431	7.1944	24.4273
O	6.802	15.0189	24.1845

Results
total energy: -82018.962 eV
total energy less fixed offsets of O -438.35, Si -107.03 eV per atom: 0.558 eV

Forces (eV/angstrom), in the order of the atoms: element, x, y, z
Si	-0.2434	-0.0204	0.674
Si	-0.2129	0.4352	0.5958
Si	0.1493	-0.2618	0.7085
Si	-0.2392	0.0183	0.7604
Si	0.1686	-0.1476	0.7856
Si	0.076	-0.2304	0.7666
Si	0.1259	-0.2762	0.5722
Si	-0.03	0.1159	0.694
Si	0.0975	-0.2776	0.6919
Si	0.201	-0.124	0.7281
Si	-0.2351	0.1209	0.7949
Si	-0.1938	0.5292	0.7316
Si	0.0143	-0.1414	0.7243
Si	0.2383	-0.0935	0.7362
Si	-0.0223	0.2053	0.7839
Si	-0.2417	0.1233	0.7629
Si	0.1715	-0.0267	0.7775
Si	-0.1962	0.1669	0.6806
Si	-0.0104	0.0015	-0.0076
Si	-0.001	0.0081	0.0004
Si	0.0443	-0.0083	-0.0519
Si	-0.0125	-0.0296	-0.0566
Si	-0.0215	-0.0102	-0.0414
Si	-0.0139	-0.0239	-0.0647
Si	0.0379	0.0532	-0.0214
Si	0.0036	0.0099	-0.0569
Si	-0.0252	-0.0057	-0.024
Si	-0.0277	0.0029	-0.0108
Si	0.0127	-0.0201	-0.0589
Si	-0.0197	-0.0945	-0.0657
Si	-0.0035	0.0091	-0.0313
Si	-0.0277	-0.0058	-0.067
Si	0.0216	-0.0228	-0.0231
Si	-0.0105	0.0219	-0.0229
Si	0.031	0.0148	-0.0512
Si	0.0327	-0.0291	-0.0189
Si	-0.0363	0.0306	0.0188
Si	0.0178	0.0043	-0.0062
Si	-0.0043	-0.0125	0.0153
Si	-0.0437	-0.0015	-0.0206
Si	0.0154	0.0256	0.0237
Si	0.0268	-0.0088	0.0512
Si	-0.043	-0.0102	0.0215
Si	0.0026	-0.0016	0.0071
Si	0.0445	0.0324	0.0289
Si	-0.0052	-0.0189	0.0131
Si	0.0291	0.0317	0.01
Si	0.0341	-0.0117	0.0255
Si	0.0015	-0.0141	0.0479
Si	0.0078	-0.0149	0.0436
Si	0.0355	-0.013	-0.0012
Si	-0.0187	0.0048	0.0086
Si	-0.0411	0.012	0.0078
Si	0.0055	0.0125	-0.0263
Si	0.0028	-0.0106	-0.0143
Si	0.043	0.0031	0.0067
Si	-0.0238	-0.0139	-0.0268
Si	0.0127	-0.0195	-0.0027
Si	0.0144	0.0131	-0.0273
Si	-0.0047	-0.037	-0.0152
Si	0.003	0.0114	-0.0032
Si	-0.0049	-0.02	-0.017
Si	-0.0074	-0.007	-0.0382
Si	-0.0282	0.0112	0.0108
Si	0.0084	-0.0165	0.0053
Si	0.0003	0.0208	-0.0173
Si	0.0174	-0.0029	-0.0123
Si	-0.0179	0.0342	-0.0481
Si	-0.0287	0.0212	0.0081
Si	0.0162	0.0258	-0.0057
Si	0.0041	0.0133	-0.0387
Si	-0.035	-0.0034	-0.0186
Si	-0.0012	0.0428	-0.0115
Si	0.007	-0.0305	0.0112
Si	0.0061	-0.0039	0.0278
Si	-0.0055	-0.006	0.0199
Si	-0.0052	0.0237	0.034
Si	-0.0209	-0.0154	0.0397
Si	0.0179	-0.0118	0.0041
Si	0.0074	-0.0224	-0.0192
Si	0.0341	-0.012	0.0456
Si	0.0115	0.0003	-0.0074
Si	-0.0248	-0.0049	0.0342
Si	0.0133	0.0038	-0.0017
Si	-0.0446	0.0174	0.0036
Si	0.0178	0.0017	-0.0008
Si	0.0063	-0.0009	0.0385
Si	0.024	0.0047	0.0023
Si	-0.0179	-0.033	0.0394
Si	-0.0547	0.0143	-0.0023
Si	0.028	0.0194	0.0123
Si	-0.0145	0.0069	-0.0306
Si	-0.011	-0.0027	0.0062
Si	-0.0011	0.0318	-0.0255
Si	0.0165	0.0284	-0.0243
Si	0.0043	-0.015	-0.0247
Si	0.0162	0.031	-0.0178
Si	-0.0188	-0.0079	-0.0386
Si	-0.0194	-0.0501	-0.017
Si	0.0387	0.0012	-0.0093
Si	0.0466	-0.0203	-0.0209
Si	-0.0024	0	0.0159
Si	0.005	-0.0013	-0.0707
Si	-0.0086	-0.0138	-0.0431
Si	0.0025	-0.0004	0.0017
Si	-0.0157	-0.0181	-0.0104
Si	0.0067	0.0027	0.0059
Si	-0.0068	-0.0114	0.0047
Si	0.0404	-0.0539	0.0468
Si	-0.0186	-0.0301	0.0434
Si	0.0157	0.0091	0.0383
Si	-0.0312	-0.0104	0.0344
Si	0.0251	-0.0568	0.0408
Si	-0.0817	0.0591	0.0706
Si	0.0164	-0.0288	0.0143
Si	-0.0134	0.0362	0.0326
Si	0.0091	0.0285	0.0257
Si	-0.0331	-0.0177	0.0401
Si	0.0487	0.0816	0.0139
Si	0.0394	0.0167	0.0366
Si	-0.0007	-0.017	0.0369
Si	0.0521	0.0093	0.0368
Si	-0.0423	0.0159	0.0237
Si	-0.0043	-0.0183	0.0192
Si	-0.0115	0.013	0.0394
Si	-0.0373	-0.0464	0.0168
Si	0.22	0.0621	-0.6968
Si	0.1734	-0.1021	-0.6556
Si	-0.0344	0.1191	-0.7328
Si	0.2047	-0.1065	-0.7118
Si	-0.1315	0.1785	-0.7013
Si	0.0518	-0.0594	-0.68
Si	-0.1866	-0.02	-0.6469
Si	0.2112	-0.1247	-0.723
Si	-0.2117	0.0773	-0.7192
Si	0.3493	-0.266	-0.6393
Si	-0.3911	0.1399	-0.6966
Si	-0.0211	-0.1545	-0.6598
Si	-0.1865	0.0128	-0.7142
Si	0.0387	0.0424	-0.4935
Si	-0.0577	0.251	-0.6886
Si	0.1244	-0.1465	-0.7429
Si	-0.0277	0.1707	-0.6955
Si	0.0051	-0.222	-0.714
Si	-0.0615	0.0252	-0.0001
Si	0.0561	0.1401	0.0178
Si	0.1748	0.0136	0.0484
Si	-0.0055	-0.05	-0.1677
Si	0.0177	-0.0569	0.1661
Si	-0.0344	0.0803	-0.0367
Si	0.0196	-0.1147	0.0495
Si	0.1238	0.0429	-0.1505
Si	0.0798	0.0057	-0.0271
Si	-0.1163	-0.0423	-0.1413
Si	0.05	0.0177	-0.0596
Si	-0.0216	-0.0078	-0.1598
Si	0.0848	-0.0354	-0.1279
Si	-0.1432	0.0407	-0.0079
Si	0.0715	0.0226	-0.1699
Si	0.0702	-0.1107	0.1727
Si	0.0489	-0.0501	-0.0846
Si	-0.1417	0.0143	-0.059
Si	0.1747	0.1706	0.0604
Si	-0.035	0.0255	0.0184
Si	-0.0334	-0.0467	0.1144
Si	-0.1056	0.0076	-0.0529
Si	-0.0967	-0.0619	-0.0178
Si	-0.0121	-0.0332	-0.0329
Si	-0.0098	0.0909	-0.0621
Si	0.024	0.118	0.1047
Si	0.1367	0.039	0.2557
Si	-0.0323	-0.026	-0.0592
Si	0.0541	0.0389	0.2381
Si	-0.038	-0.065	-0.1167
Si	0.0387	-0.028	0.0435
Si	-0.1054	0.0241	0.0924
Si	-0.1005	-0.0367	-0.016
Si	0.0182	-0.1686	-0.0585
Si	-0.0873	0.051	0.0858
Si	-0.095	0.0699	0.0123
Si	-0.0076	0.0196	-0.0032
Si	0.009	0.0145	-0.005
Si	-0.0142	0.0091	-0.0032
Si	0.0049	0.0099	0.0031
Si	0.0071	0.0239	-0.0078
Si	0.0093	0.019	0.0062
Si	-0.0176	0.002	-0.0057
Si	-0.0065	-0.0323	-0.0114
Si	-0.0022	0.0049	-0.0022
Si	0.0168	0.0002	0.005
Si	-0.004	-0.0056	0.0081
Si	-0.0021	0	-0.0131
Si	-0.0076	0	0.0064
Si	-0.0043	0.0117	-0.001
Si	0.0161	-0.016	0.0014
Si	0.0052	-0.0128	-0.0134
Si	-0.0079	-0.0065	0.0057
Si	-0.0091	-0.0147	-0.0072
Si	-0.0025	0.0057	-0.0017
Si	-0.0047	-0.0162	0.0013
Si	0.0001	-0.0001	0.0024
Si	0.0158	0.0038	0.0001
Si	0.0064	-0.0028	0.0047
Si	-0.0071	0.0191	-0.0018
Si	0.0029	-0.0006	0.0036
Si	0.0064	-0.0057	-0.0097
Si	0.0004	0.0129	0.0032
Si	-0.0224	0	-0.0066
Si	-0.0027	-0.0053	-0.0031
Si	0.0109	0.0056	0.0054
Si	-0.0036	-0.0125	0.0014
Si	-0.0012	-0.0052	-0.0023
Si	-0.0147	0.0138	-0.0031
Si	-0.0003	-0.0133	0.0019
Si	0.0095	-0.0063	0.0041
Si	-0.0035	0.0119	-0.0113
Si	0.0028	-0.0014	0.007
Si	0.0155	0.0075	0
Si	0.0052	-0.0034	0.0026
Si	-0.0036	-0.0151	0.0039
Si	-0.0005	-0.0069	-0.0047
Si	-0.0025	0.0019	-0.0017
Si	-0.0096	-0.0219	-0.0019
Si	-0.0173	-0.0153	-0.0062
Si	0.0013	0.0082	0.0024
Si	-0.0072	-0.0035	0.0003
Si	0.017	0.0098	-0.0046
Si	0.009	0.0158	0.0087
Si	-0.001	-0.0024	0.0051
Si	0.0007	-0.0038	0.0005
Si	0.0159	0.0088	0.0009
Si	-0.0044	0.0147	0.0004
Si	-0.0227	-0.0017	0.0063
Si	-0.0006	0.0191	0.0062
Si	0.0003	-0.0017	-0.0014
Si	-0.003	-0.0076	0.0007
Si	0.003	0.0129	0.0028
Si	0.0014	-0.0012	0.0143
Si	0.001	-0.0033	-0.005
Si	-0.001	0.0173	-0.0015
Si	0.007	0.0107	0.0021
Si	0.0068	-0.0014	0.0017
Si	0.0078	-0.0058	0.0024
Si	0.0004	0.0026	0.0004
Si	-0.0033	-0.0007	-0.0014
Si	-0.0054	0.0112	0.0071
Si	-0.012	-0.0084	0.0118
Si	-0.0096	-0.0091	-0.0035
Si	-0.0051	0.0058	-0.0058
Si	-0.0074	-0.0096	-0.0009
Si	0.003	0.0002	0.0004
Si	0.0123	0.0066	-0.0007
Si	-0.0048	0.0085	0.0045
Si	0.0077	-0.0038	-0.0096
Si	0.0062	-0.0071	0.0058
Si	0.011	-0.0007	0.004
Si	0.0009	0.0041	0.0037
Si	0.0008	0.0047	-0.0039
Si	-0.0095	0.0167	-0.0043
Si	0.0017	0.0024	-0.0004
Si	-0.004	-0.0041	0.0004
Si	-0.025	0.0032	0.0001
Si	0.0172	-0.0027	-0.0039
Si	0.0046	-0.0007	-0.0027
Si	0.0055	-0.0026	0.0066
Si	-0.0041	-0.0029	-0.0016
Si	0.0026	0	0.0032
Si	-0.0102	-0.0015	-0.0025
Si	-0.0024	0.0014	0.0027
Si	0.0013	-0.0081	-0.0077
Si	0.0099	0.0109	-0.0028
Si	0.0237	-0.0011	-0.0082
Si	-0.0076	0.0031	0.0135
Si	0.0007	-0.0016	0.0056
Si	-0.0006	-0.0022	-0.0029
Si	-0.0007	0.0073	-0.0084
Si	-0.0028	-0.0221	0.0068
Si	-0.0197	-0.0125	0.0036
Si	0.0173	-0.0014	-0.004
Si	0.0116	-0.0042	-0.0021
Si	-0.0111	-0.0016	0.008
Si	-0.0194	0.0166	0.0067
Si	0.008	0.0102	0.005
Si	-0.0087	-0.0119	-0.0019
Si	0.0083	0.0047	-0.0058
Si	0.0007	-0.0039	0.0019
Si	-0.004	0.0082	-0.0128
Si	-0.0035	0.0064	-0.0051
Si	-0.0071	-0.0065	0.0039
Si	0.0148	-0.0254	0.0022
Si	-0.0022	0.0044	-0.0063
Si	0.0078	0.0123	-0.0023
Si	-0.0016	-0.0005	0.0042
Si	0.0088	0.0046	0.0009
Si	-0.0085	0.0129	0.0038
Si	-0.0106	-0.0046	0.0004
Si	0.0034	0.0011	-0.0028
Si	-0.0078	0.0023	0.0025
Si	-0.0044	-0.0001	-0.0019
Si	0.0076	0.0003	-0.0083
Si	0.0024	0.0019	0.0097
Si	-0.0079	-0.0037	0.0043
Si	0.0005	-0.0037	-0.0051
Si	-0.0081	0.0049	-0.0008
Si	0.0276	-0.011	-0.0039
Si	0.0002	0.0107	0.0089
Si	0.0044	-0.0069	-0.0014
Si	-0.0051	0.0029	0.0031
Si	-0.0177	-0.0175	-0.0006
Si	-0.0057	0.0069	0.0069
Si	0.0183	-0.0156	0.0108
Si	0.002	0.011	0.0108
Si	0.0016	0.0163	0.0117
Si	-0.0038	0.0277	-0.0006
Si	0.0138	0.001	0.0163
Si	-0.0095	0.0099	0.0127
Si	0.0265	-0.0089	0.0146
Si	-0.0003	0.0238	-0.0072
Si	-0.0065	-0.0229	-0.0153
Si	-0.0155	-0.0001	-0.0089
Si	-0.012	-0.007	0.007
Si	-0.0188	0.0072	0.0081
Si	0.0185	-0.0083	0.0093
Si	0.0093	-0.0135	0.0025
O	-0.4021	-0.2863	-0.1182
O	-0.4386	-0.1524	0.029
O	-0.4681	-0.0593	0.2443
O	-0.0672	-0.2421	-0.581
O	-0.6767	0.1196	-0.206
O	0.3154	0.0222	0.1836
O	0.0905	0.0076	-0.2445
O	-0.3035	0.3567	0.1218
O	0.3071	0.2838	-0.0928
O	0.2678	0.3022	0.098
O	-0.263	-0.0089	-0.096
O	0.0017	0.0417	0.184
O	-0.0525	0.4005	-0.5674
O	0.2249	-0.0691	-0.4461
O	0.1135	-0.0937	0.1795
O	0.0042	0.0708	-0.5053
O	-0.1188	-0.1731	-0.1401
O	0.4243	-0.1053	0.562
O	-0.053	-0.1527	-0.28
O	0.0016	0.1597	-0.4017
O	0.3249	0.6701	-0.3739
O	0.1486	-0.1018	0.2088
O	0.1975	0.2164	0.0331
O	-0.422	-0.3498	0.4304
O	0.1083	-0.092	-0.1445
O	0.1871	0.0652	0.248
O	-0.3963	-0.2068	0.0407
O	0.1463	-0.154	0.215
O	-0.1467	-0.1166	0.553
O	-0.3117	-0.1403	0.182
O	0.7033	-0.3427	-0.024
O	0.1415	-0.1482	-0.5667
O	-0.0115	-0.1008	0.4228
O	-0.4022	0.0472	0.4348
O	0.2507	-0.154	0.0501
O	0.3884	-0.5266	-0.2359
O	0.1902	0.1599	-0.3352
O	0.1299	0.0245	0.2486
O	0.3275	0.0687	-0.3495
O	-0.2666	0.4569	0.1486
O	-0.4607	-0.3387	0.1771
O	0.1082	0.2111	0.003
O	0.0744	0.301	0.2422
O	-0.1926	-0.1931	-0.2632
O	-0.1094	0.086	-0.481
O	0.0576	-0.2258	-0.0664
O	-0.1529	0.0697	-0.3902
O	-0.0701	0.1006	-0.1497
O	-0.0402	-0.3401	-0.1335
O	-0.0334	0.3148	0.062
O	-0.0967	0.0449	0.2932
O	-0.0364	-0.4039	-0.0282
O	0.0649	-0.5002	0.1887
O	-0.154	0.0067	-0.1789
O	-0.0416	0.2828	0.2413
O	0.3582	0.3914	0.3139
O	0.2962	0.0754	-0.0572
O	0.0845	0.0987	0.4679
O	0.4349	0.5953	-0.3805
O	0.2757	0.1277	0.2767
O	0.6116	0.2059	-0.1447
O	-0.0787	-0.1057	0.0472
O	0.1127	0.3009	-0.5666
O	-0.4113	-0.5093	0.2371
O	-0.3926	0.0699	-0.034
O	-0.1826	-0.4055	-0.2589
O	0.3222	0.0261	0.4665
O	0.4379	-0.0893	0.0639
O	0.1408	0.1024	-0.5162
O	0.0226	-0.0251	0.1799
O	-0.3828	-0.1004	-0.4035
O	-0.2878	-0.3571	0.0835
O	0.1545	0.1606	0.1348
O	-0.2166	0.4015	-0.1008
O	-0.7538	0.2616	-0.2073
O	0.083	0.0656	0.2669
O	0.0321	-0.0696	-0.2128
O	0.1723	-0.1347	-0.4924
O	0.2076	0.1409	0.2075
O	0.2253	-0.0894	-0.0753
O	-0.1681	0.4982	0.0095
O	0.0767	0.4872	-0.6204
O	0.3389	-0.013	0.0234
O	0.1023	0.5001	-0.2837
O	0.0049	0.2351	-0.1475
O	0.0631	0.3451	-0.3188
O	0.0849	-0.406	0.1126
O	0.547	-0.173	-0.3174
O	0.3242	-0.321	0.0451
O	0.2067	0.4499	0.0262
O	-0.1244	0.167	0.2828
O	-0.3308	0.1776	0.4469
O	-0.4944	-0.5806	0.1603
O	0.0062	0.0007	-0.3637
O	-0.4123	0.3415	-0.1687
O	0.0943	0.0146	-0.0011
O	-0.2889	-0.1323	0.4113
O	-0.0949	0.2778	0.5956
O	0.0634	-0.053	-0.0809
O	-0.2626	0.1605	0.0529
O	0.1112	0.118	-0.5392
O	-0.1513	-0.2015	-0.055
O	-0.3967	-0.0577	0.4731
O	0.256	0.0007	0.3768
O	0.2212	0.0044	0.0539
O	0.2272	-0.2812	0.3994
O	0.2129	0.1894	0.2244
O	0.0504	0.1098	-0.2532
